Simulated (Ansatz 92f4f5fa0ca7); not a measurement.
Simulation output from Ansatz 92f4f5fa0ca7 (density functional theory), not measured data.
Periodic cell of 214 atoms, Si131O81P2, from a study of silicon, its oxide and their interface. The atomic structure is a simulated model.
Doubt: the cutoff is far below the 930 eV that the study's wrapper takes by default for these files, so forces and energies are approximate.

Settings: functional PBE; potential files Ansatz PAW; basis plane waves; wave-function cutoff 580 eV; density cutoff ratio 5; exchange-correlation grid ratio 1; k mesh 1 x 1 x 1, Gamma-centred; self-consistency stop 5e-08 eV per atom in the density residual; occupations fixed; spin none; net charge 0.

Cell vectors (angstrom)
a, 10.938, 0, 0
b, 0, 10.938, 0
c, 0, 0, 31.5432

Atoms: element, x, y, z (angstrom)
Si, 10.4109, 0.5935, 24.3304
Si, 6.0221, 10.509, 24.1263
Si, 2.1055, 3.2628, 24.0852
Si, 8.6803, 2.2826, 24.2748
Si, 0.4724, 5.0664, 24.1428
Si, 5.0354, 5.9107, 24.2343
Si, 3.3717, 7.656, 24.1638
Si, 7.8148, 8.8376, 24.0094
Si, 1.3267, 1.4847, 25.4496
Si, 6.8934, 1.3226, 25.4603
Si, 4.0058, 4.1061, 25.3379
Si, 9.641, 4.1134, 25.4014
Si, 1.4666, 6.8255, 25.3531
Si, 6.8862, 6.9597, 25.2663
Si, 4.2087, 9.5484, 25.3266
Si, 9.5203, 9.6566, 25.4354
Si, 2.7665, 0.01, 26.6477
Si, 8.1962, -0.0045, 26.9177
Si, -0.0065, 2.7825, 26.8964
Si, 5.4379, 2.7408, 26.6719
Si, 2.7259, 5.4495, 26.8271
Si, 8.2131, 5.5285, 26.6441
Si, 0.0264, 8.2172, 26.6573
Si, 5.5275, 8.2178, 26.7877
Si, 4.1047, 1.3641, 28.068
Si, 9.5744, 1.3824, 28.2455
Si, 1.3716, 4.1313, 28.2473
Si, 6.8271, 4.1402, 28.0222
Si, 4.1387, 6.8315, 28.1349
Si, 9.5917, 6.8533, 28.0507
Si, 1.3924, 9.5849, 28.0404
Si, 6.8249, 9.5497, 28.2429
Si, 0.0308, -0.0181, 29.4998
Si, 5.4443, 0.0191, 29.5027
Si, 2.7541, 2.7159, 29.5011
Si, 8.1691, 2.7739, 29.4895
Si, -0.026, 5.5045, 29.5061
Si, 5.4856, 5.4615, 29.4871
Si, 2.7385, 8.2104, 29.4674
Si, 8.2331, 8.1781, 29.5032
Si, 1.3673, 1.3673, 30.8594
Si, 6.8362, 1.3673, 30.8594
Si, 4.1018, 4.1018, 30.8594
Si, 9.5708, 4.1018, 30.8594
Si, 1.3673, 6.8362, 30.8594
Si, 6.8362, 6.8362, 30.8594
Si, 4.1018, 9.5708, 30.8594
Si, 9.5708, 9.5708, 30.8594
Si, 2.7345, 0, 0.6835
Si, 8.2035, 0, 0.6835
Si, 0, 2.7345, 0.6835
Si, 5.469, 2.7345, 0.6835
Si, 2.7345, 5.469, 0.6835
Si, 8.2035, 5.469, 0.6835
Si, 0, 8.2035, 0.6835
Si, 5.469, 8.2035, 0.6835
Si, 4.1273, 1.3368, 2.0488
Si, 9.538, 1.3844, 2.0318
Si, 1.3363, 4.1283, 2.0451
Si, 6.8603, 4.0679, 2.0566
Si, 4.0844, 6.8605, 2.034
Si, 9.5999, 6.8067, 2.0497
Si, 1.3828, 9.5543, 2.0597
Si, 6.8374, 9.5648, 2.0598
Si, -0.0507, -0.0087, 3.3188
Si, 5.4788, -0.0221, 3.4873
Si, 2.7097, 2.7212, 3.308
Si, 8.2006, 2.6937, 3.5023
Si, -0.0131, 5.4671, 3.5158
Si, 5.4749, 5.485, 3.3036
Si, 2.7492, 8.1998, 3.4884
Si, 8.2423, 8.1788, 3.3701
Si, 1.311, 1.3593, 4.6605
Si, 6.8569, 1.297, 4.8991
Si, 4.0899, 4.1114, 4.6327
Si, 9.5534, 4.0672, 4.8911
Si, 1.3653, 6.8634, 4.8805
Si, 6.8701, 6.7886, 4.7082
Si, 4.1259, 9.5529, 4.8854
Si, 9.5886, 9.5598, 4.7409
Si, 2.643, 0.0355, 6.0947
Si, 8.2346, -0.1431, 6.2543
Si, 0.0019, 2.6456, 6.1858
Si, 5.4081, 2.765, 6.0655
Si, 2.7675, 5.4194, 6.1171
Si, 8.144, 5.4322, 6.2257
Si, 0.0076, 8.2843, 6.228
Si, 5.5742, 8.132, 6.1622
Si, 3.5176, 1.9272, 7.1623
Si, 10.0467, 0.81, 7.4356
Si, 1.8051, 3.6403, 7.3371
Si, 6.2596, 4.5033, 7.3928
Si, 4.6624, 6.2646, 7.2456
Si, 9.189, 7.2083, 7.3725
Si, 0.9146, 10.1441, 7.4963
Si, 7.4174, 8.8766, 7.4856
O, 4.5422, 6.4781, 8.8844
O, 1.4445, 3.9803, 8.9312
O, 9.8266, 6.7606, 8.8478
O, 1.338, 10.1035, 9.1353
O, 6.163, 4.2153, 9.0449
O, 3.8103, 1.6498, 8.7516
O, 7.1242, 8.9252, 9.1381
O, 9.6656, 1.0501, 9.0361
O, 8.2394, 2.5866, 22.7079
O, 10.9635, 5.5302, 22.6087
O, 5.6112, 0.073, 22.6026
O, 5.3003, 5.391, 22.6848
O, 2.1022, 2.8102, 22.4813
O, 3.2932, 7.8108, 22.5049
O, 8.4057, 8.7267, 22.4492
O, -0.1961, 11.2569, 22.7407
Si, 2.0986, 2.9912, 12.9051
Si, 8.7287, 1.2511, 10.3433
Si, 0.9973, 4.3625, 15.3886
Si, 7.5566, 5.6136, 12.2266
Si, 2.3726, 8.1775, 21.2201
Si, 5.3882, 7.7931, 12.4577
Si, 9.177, 0.3256, 15.4141
Si, 2.8119, -0.0565, 16.6659
Si, 10.5103, 1.0637, 12.638
Si, 7.7191, 2.8724, 21.2071
P, 9.4978, 8.6391, 14.215
Si, 1.4725, 4.7702, 10.3544
Si, 4.4217, 9.4974, 19.1336
Si, 11.0277, 6.0897, 21.0814
P, 6.4772, 10.3658, 14.5896
Si, 5.3499, 0.7554, 21.1581
Si, 2.4538, 9.8072, 10.2957
Si, 0.4132, 10.6365, 21.3908
Si, 5.8062, 5.2981, 21.1584
Si, 3.6354, 7.0707, 10.0685
Si, 9.099, 5.6932, 14.8956
Si, 3.5938, 4.1438, 19.1344
Si, 9.9776, 3.6807, 19.2553
Si, 4.1516, 8.6876, 15.3229
Si, 0.3312, 1.8016, 17.1276
Si, 6.7388, 7.5882, 19.3162
Si, 5.2286, 3.697, 16.7967
Si, 7.7611, 5.1197, 17.5294
Si, 6.7019, 9.897, 10.3734
Si, 4.4577, 1.0806, 10.096
Si, 0.2764, 8.9928, 12.0894
Si, 9.0824, 8.6344, 20.9576
Si, 4.4284, 1.7464, 14.6926
Si, 2.4045, 2.0992, 21.0479
Si, 6.3909, 3.3441, 10.4023
Si, 3.3377, 5.928, 16.7465
Si, 9.92, 6.5493, 10.4489
O, 0.0184, 2.5961, 18.5165
O, 2.8379, 9.6783, 15.5249
O, 10.8288, 4.8019, 20.0922
O, 7.6253, 2.3767, 9.9958
O, 10.9028, 5.2714, 10.7873
O, 6.5624, 6.7398, 12.8742
O, 10.4262, 7.9483, 11.1239
O, 8.4179, 6.2238, 10.9882
O, 5.2934, 10.5346, 20.0273
O, 2.1507, 3.7318, 11.4397
O, 7.908, 8.6132, 19.8188
O, 6.1359, 6.7957, 20.6143
O, 5.4405, 2.7559, 15.4906
O, 1.2835, 0.9257, 20.6889
O, 6.0597, 9.0478, 11.6233
O, 4.5805, 5.0537, 16.1578
O, 6.6045, 3.977, 17.6175
O, 10.6328, 10.5098, 11.9959
O, 5.4129, 0.5796, 14.0836
O, 7.9083, 5.3963, 15.9404
O, 9.7487, 9.7117, 15.454
O, -0.535, 4.8463, 15.3069
O, 1.5154, 6.8501, 20.7804
O, 1.3637, 0.5137, 17.2082
O, 6.549, 1.8054, 20.8031
O, 1.0342, 1.7456, 12.8738
O, 3.169, 5.5468, 18.3513
O, 9.6408, 1.8834, 11.5402
O, 1.0082, 2.9088, 16.1304
O, 8.6093, 5.2288, 13.4158
O, 11.0748, 8.5022, 13.6528
O, 1.4274, 9.4066, 21.7199
O, 10.0732, 9.9212, 20.6135
O, 3.2511, 0.2155, 10.8147
O, 5.1199, 2.3835, 10.8552
O, 1.5904, 4.1715, 13.8944
O, 7.9979, 10.7961, 10.8244
O, 9.1318, 4.5175, 18.141
O, 5.5059, 9.5885, 15.7262
O, 5.6146, -0.0009, 9.7598
O, 3.5376, 2.4187, 13.4836
O, 1.8982, 5.5225, 16.0936
O, 9.6569, 1.0395, 14.0244
O, 4.388, 6.9566, 11.4955
O, 4.6641, 4.5669, 20.2718
O, 9.8265, 1.1939, 16.6232
O, 6.7211, 4.3176, 11.6803
O, 5.53, 8.4178, 18.5908
O, 8.9959, 2.7805, 20.1978
O, 3.4679, 1.1999, 15.8776
O, 4.2123, 3.1513, 17.9687
O, 9.8567, 7.1999, 20.8541
O, 3.4244, 8.6475, 9.6803
O, 3.775, 7.4509, 16.3384
O, 7.5205, 0.2983, 15.5662
O, 9.4697, 7.2769, 15.0817
O, 3.8969, 1.4728, 21.1603
O, 1.8285, 9.1096, 11.6383
O, 2.2828, 6.1798, 10.1922
O, 7.3346, 6.504, 18.2602
O, 7.1669, 4.4048, 21.0852
O, 4.4777, 8.2144, 13.7751
O, 3.2898, 8.6769, 19.9774
O, 2.4311, 3.2608, 19.8769
O, 3.6542, 10.3223, 17.9509

Results
free energy: -130852.590 eV
free energy less fixed offsets of O -568.88, P -755.39, Si -635.61 eV per atom: 2.380 eV

Forces (eV/angstrom), in the order of the atoms: element, x, y, z
Si, 0.0256, -0.0097, -0.0192
Si, -0.0159, 0.045, -0.0642
Si, 0.0119, -0.039, -0.0203
Si, -0.0408, 0.0153, -0.0736
Si, -0.0179, 0.0114, -0.0707
Si, 0.0336, -0.0393, -0.0097
Si, -0.0107, -0.0184, -0.0612
Si, 0.0599, -0.0517, 0.0126
Si, -0.0239, 0.0367, 0.0316
Si, 0.0248, -0.0325, 0.0722
Si, -0.0348, 0.0246, 0.001
Si, 0.0259, -0.026, 0.0689
Si, 0.0141, -0.0119, 0.044
Si, -0.0326, 0.0408, -0.0253
Si, 0.0026, -0.0192, 0.0263
Si, -0.0639, 0.0205, 0.0431
Si, -0.0067, 0.0306, -0.1316
Si, 0.0075, -0.0081, 0.2056
Si, 0.0102, -0.0005, 0.2089
Si, -0.0089, 0.0011, -0.1175
Si, 0.0026, -0.0154, 0.1248
Si, 0.0167, 0.0113, -0.1253
Si, 0.0089, 0.0354, -0.1186
Si, 0.0272, 0.0006, 0.1005
Si, 0.0144, 0.0192, 0.0703
Si, -0.0382, 0.022, -0.3571
Si, -0.0267, -0.0283, -0.345
Si, 0.0272, -0.0732, 0.1352
Si, -0.1118, 0.0494, -0.0883
Si, -0.0063, -0.008, 0.0976
Si, -0.0188, -0.0223, 0.1302
Si, 0.0384, 0.1128, -0.3256
Si, 0.0251, -0.0555, -0.0216
Si, -0.0052, 0.0078, 0.0761
Si, 0.0129, -0.0247, 0.0164
Si, -0.0387, 0.0448, 0.0185
Si, -0.023, 0.0013, 0.075
Si, 0.0186, -0.0334, -0.0382
Si, 0.0148, -0.0291, -0.0189
Si, 0.0262, -0.0436, 0.0177
Si, 0.1816, -0.0896, 0.1378
Si, -0.174, 0.1609, -0.0723
Si, 0.1558, -0.0937, 0.0265
Si, -0.1889, 0.1774, -0.0428
Si, -0.0067, 0.2452, -0.1078
Si, 0.1244, -0.1579, 0.0743
Si, -0.1664, 0.0754, -0.0602
Si, 0.1762, -0.0896, 0.0764
Si, 0.0773, -0.1823, 0.0787
Si, -0.1946, 0.0392, -0.1094
Si, -0.175, 0.1264, -0.0938
Si, 0.1352, -0.1393, 0.0704
Si, -0.1522, 0.1139, -0.0815
Si, 0.1181, -0.2252, 0.122
Si, 0.2358, -0.1102, 0.0928
Si, -0.0345, 0.1693, -0.1011
Si, -0.0045, -0.0009, -0.0289
Si, -0.0145, 0.0818, -0.0085
Si, -0.0392, 0.0551, 0.0374
Si, 0.0401, -0.0253, -0.0548
Si, -0.0529, 0.0537, -0.0133
Si, 0.0182, -0.0275, -0.0265
Si, 0.0014, -0.0053, -0.0565
Si, 0.007, -0.0007, 0.0481
Si, 0.1819, -0.0508, 0.2895
Si, -0.0147, 0.0196, -0.107
Si, 0.0757, -0.0306, 0.3105
Si, -0.0409, 0.0816, -0.1066
Si, 0.0183, -0.0054, -0.1357
Si, 0.0498, -0.1266, 0.3636
Si, -0.0413, 0.0306, -0.102
Si, -0.0716, -0.0198, 0.1574
Si, -0.0103, 0.0264, -0.1139
Si, -0.0096, 0.0002, 0.1095
Si, -0.0321, 0.0075, -0.1791
Si, -0.0027, -0.0556, 0.1387
Si, 0.039, -0.0111, 0.1096
Si, -0.0066, 0.0167, -0.1152
Si, -0.0135, -0.0305, 0.0878
Si, -0.0136, 0.0028, -0.0776
Si, -0.0211, -0.0232, -0.0199
Si, 0.027, -0.0247, 0.016
Si, 0.0453, -0.033, -0.0004
Si, 0.0248, 0.0031, -0.1059
Si, 0.0322, -0.0578, -0.0128
Si, -0.033, -0.0027, -0.0489
Si, 0.0016, 0.018, -0.0519
Si, 0.0209, -0.0088, 0.0131
Si, -0.0702, 0.083, 0.0815
Si, -0.0794, 0.0621, 0.0786
Si, -0.0292, 0.0384, 0.0639
Si, -0.0331, -0.0144, 0.1846
Si, -0.07, 0.0211, 0.0772
Si, 0.1483, 0.0349, 0.1785
Si, 0.0855, -0.0089, 0.14
Si, -0.0537, 0.0251, 0.082
O, 0.0401, -0.0032, -0.1569
O, -0.0017, -0.0461, -0.1468
O, -0.0929, 0.0292, -0.2951
O, -0.0626, 0.0193, -0.2125
O, 0.0202, -0.0006, -0.2109
O, -0.0234, 0.0489, -0.1628
O, 0.054, -0.045, -0.1855
O, 0.0413, -0.0228, -0.1665
O, 0.0292, -0.0224, 0.1265
O, 0.0064, -0.0165, 0.1099
O, 0.0182, -0.0369, 0.1352
O, -0.0165, -0.0014, 0.0657
O, -0.0106, 0.0159, 0.0566
O, 0.0108, -0.0002, 0.1046
O, -0.0232, 0.0208, 0.052
O, -0.0172, 0.0168, 0.0715
Si, -0.0406, 0.0447, 0.0664
Si, -0.0062, 0.0749, 0.0421
Si, 0.0161, 0.0147, 0.0146
Si, 0.0082, 0.0235, 0.0785
Si, 0.0341, 0.0357, -0.1197
Si, -0.0395, 0.0221, 0.2226
Si, 0.0567, 0.1241, -0.0806
Si, -0.0383, -0.0089, -0.0816
Si, 0.0662, -0.0155, 0.0651
Si, 0.0133, 0.0211, -0.1414
P, 0.4035, -0.0907, 0.1416
Si, 0.0272, 0.0028, 0.0923
Si, -0.0191, -0.0079, -0.161
Si, 0.0106, -0.0274, -0.1199
P, -0.3157, -0.0335, 0.1926
Si, -0.0206, -0.0243, -0.1439
Si, 0.0045, -0.0453, 0.0593
Si, 0.0254, 0.0034, -0.0856
Si, -0.0315, 0.0482, -0.1224
Si, -0.032, -0.0344, 0.1601
Si, -0.0304, -0.138, -0.0696
Si, -0.0034, -0.0012, -0.1675
Si, 0.0157, -0.0293, -0.1485
Si, -0.059, -0.0078, -0.0593
Si, 0.0452, -0.0386, -0.0871
Si, -0.0407, -0.0158, -0.1015
Si, 0.009, 0.0304, -0.0885
Si, -0.0745, -0.0674, -0.0508
Si, -0.0506, 0.0272, 0.1491
Si, 0.0068, 0.0031, 0.0845
Si, -0.0816, 0.0197, 0.0001
Si, -0.0633, 0.0179, -0.1127
Si, -0.0148, 0.1358, 0.182
Si, 0.0127, 0.0378, -0.1201
Si, 0.0576, 0.0106, 0.1394
Si, 0.0081, 0.0365, -0.1038
Si, -0.0446, -0.0564, 0.1355
O, -0.0373, 0.05, 0.0848
O, 0.0283, -0.0367, -0.0029
O, 0.0081, 0.0643, 0.0831
O, 0.0278, 0.0126, -0.0043
O, 0.0096, -0.003, -0.0493
O, 0.0471, 0.0444, 0.0299
O, 0.0307, 0.009, -0.051
O, 0.0132, 0.0077, -0.0226
O, 0.0193, 0.0605, 0.0885
O, 0.0141, 0.0031, -0.059
O, 0.0494, 0.0255, 0.0492
O, 0.0025, -0.0292, 0.0546
O, -0.0044, -0.0175, -0.001
O, -0.0192, -0.0179, 0.0616
O, 0.028, 0.0753, -0.0452
O, -0.0147, 0.0025, 0.0354
O, 0.0429, 0.0208, 0.0562
O, 0.0019, -0.0123, 0.0139
O, 0.1366, -0.11, -0.2358
O, 0.0328, 0.0618, -0.0027
O, -0.0235, -0.2772, -0.1502
O, -0.0439, -0.0057, -0.036
O, -0.0169, 0.004, 0.0442
O, 0.0075, 0.0112, 0.018
O, 0.0005, -0.0053, 0.0362
O, -0.0447, -0.0412, -0.0393
O, -0.0044, -0.0351, 0.08
O, -0.0172, 0.0534, -0.0313
O, -0.0084, -0.004, 0.009
O, 0.005, 0.0278, -0.0155
O, -0.2268, -0.0004, 0.1517
O, -0.01, -0.0024, 0.0306
O, 0.0126, 0.0102, 0.0257
O, 0.0087, 0.0284, -0.0041
O, -0.0518, -0.0457, -0.0415
O, 0.0051, -0.0136, 0.0048
O, -0.0351, -0.0563, 0.0454
O, 0.0145, -0.0059, 0.061
O, 0.2673, 0.0858, 0.0254
O, 0.0479, -0.0156, -0.083
O, 0.0131, -0.052, -0.0577
O, -0.0162, -0.0212, 0.0069
O, -0.0659, -0.0848, 0.0337
O, -0.0482, 0.0097, -0.0792
O, 0.0487, 0.0291, 0.0823
O, -0.042, -0.0336, -0.0269
O, -0.0093, -0.0572, -0.0811
O, 0.0211, 0.009, 0.0388
O, -0.0481, -0.0146, 0.0769
O, -0.0207, 0.0324, 0.0139
O, -0.0447, -0.0136, 0.0904
O, 0.0225, -0.0107, 0.0301
O, 0.0255, 0.0176, -0.0814
O, 0.0198, 0.039, -0.0096
O, -0.172, -0.103, -0.075
O, 0.0113, 0.2501, 0.0032
O, 0.0062, 0.008, 0.0417
O, 0.0222, 0.0091, -0.0502
O, 0.0119, 0.0252, -0.0152
O, -0.0042, 0.0276, 0.0271
O, -0.0053, -0.0385, 0.0487
O, 0.0935, 0.0266, -0.0768
O, -0.0316, -0.0255, 0.0722
O, -0.0293, -0.0457, 0.0969
O, 0.0454, -0.0064, 0.0911

The program warned: the cutoff lies below the one the program advises for these potential files; the forces do not sum to zero within the program's tolerance; the exchange-correlation potential is rough where the density is thin.
